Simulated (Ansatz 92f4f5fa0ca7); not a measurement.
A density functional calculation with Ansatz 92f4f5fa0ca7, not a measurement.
Periodic cell of 150 atoms, Si88O58N4, from a study of silicon, its oxide and their interface. The atomic structure is a simulated model.

Settings
functional: r2SCAN
potential files: Ansatz norm-conserving
basis: plane waves
wave-function cutoff: 1300 eV
density cutoff ratio: 4
exchange-correlation grid ratio: 1
k mesh: 2 x 2 x 1, shifted by 0.5 0.5 0.5 of a step
self-consistency stop: 5e-08 eV per atom in the density residual
occupations: Fermi-Dirac, 0.05 eV
spin: none
net charge: 0

Cell vectors (angstrom)
a 10.88 0 0
b 0 10.88 0
c 0 0 21.3627

Atoms and the computed forces on them: element, x, y, z (angstrom), force x, y, z (eV/angstrom)
Si -0.5255 0.3435 0.0468 0.2251 -0.2667 -0.5553
Si 3.2225 3.2674 -0.6334 0.0079 -0.0062 -0.2244
Si -0.869 5.4599 -0.4104 0.8613 0.4613 -0.8565
Si 2.9105 8.2159 0.0526 -0.314 0.1467 -0.8318
Si 5.0003 0.7226 -0.5804 0.0907 0.209 -0.4939
Si 8.4751 1.6289 -0.4559 -0.4624 0.0646 -0.243
Si 4.5354 6.4739 0.2471 1.0278 0.0503 -0.3596
Si 7.8447 7.7263 -0.3746 0.7796 0.5828 -0.5499
Si 1.3719 1.374 0.7908 -0.1638 0.31 -0.8823
Si 4.0847 4.3638 1.2297 -0.189 -0.1699 0.0545
Si 1.3202 7.0148 1.2518 -0.8792 -0.0248 -0.2551
Si 3.1179 10.5368 0.548 0.1229 0.1495 -0.0656
Si 6.6583 1.1479 1.0925 0.084 -0.0091 -0.1581
Si 9.4547 3.9942 1.2207 -0.3279 -0.3474 -0.2998
Si 6.3142 7.3936 1.2961 -0.4546 0.07 -0.0637
Si 9.568 9.593 1.486 -0.0748 -0.3441 -0.2482
Si 0.0644 2.6265 2.4726 0.1976 -0.1963 0.4391
Si 3.4647 -0.5537 2.8258 0.084 -0.0222 0.0751
Si 0.057 8.2458 2.786 -0.1103 -0.1911 0.1823
Si 2.5891 5.4934 2.605 -0.0115 -0.1168 0.2802
Si 5.5184 2.8057 2.4719 0.1699 0.0941 -0.1114
Si 7.9696 -0.0834 2.6952 -0.1147 -0.0576 -0.0256
Si 5.1524 8.5851 2.9603 0.0192 0.1285 0.2349
Si 8.269 5.2928 2.7998 -0.4502 0.2111 0.4333
Si 1.3308 4.0122 3.9493 -0.1623 0.2253 -0.1053
Si 4.2578 1.3768 3.9636 -0.0834 0.0778 -0.0159
Si 1.5299 9.5284 4.0512 0.1119 0.0538 -0.121
Si 4.0349 6.8039 4.0359 -0.0643 -0.0917 -0.119
Si 6.7939 4.0028 4.0803 0.0456 0.1043 0.0403
Si 9.4741 1.3269 3.9348 -0.009 -0.045 -0.0688
Si 6.7964 9.5481 4.2898 0.0038 0.0461 -0.0134
Si 9.5238 6.8244 4.093 0.0824 -0.0121 -0.2455
Si -0.0361 -0.0551 5.3181 -0.0676 -0.0467 0.0558
Si 2.7396 2.6742 5.2964 0.0835 -0.0421 0.0734
Si 0.003 5.4204 5.316 -0.085 -0.0472 0.1757
Si 2.7608 8.1355 5.4527 -0.0417 0.1719 0.0313
Si 5.4919 0.1012 5.5594 0.2967 -0.0478 0.1572
Si 8.1474 2.6885 5.4412 -0.0868 -0.0991 0.0337
Si 5.4239 5.4457 5.4006 -0.0699 -0.0679 -0.0631
Si 8.1137 8.0871 5.5661 -0.0633 -0.0514 0.1262
Si 1.3756 1.2602 6.6167 -0.0442 -0.0599 -0.0291
Si 3.7907 4.3449 6.7038 0.2392 -0.0612 0.1058
Si 1.1493 6.9739 6.6257 0.1917 -0.1194 -0.0143
Si 4.2103 9.4247 6.8221 -0.0802 -0.071 -0.0909
Si 6.8051 1.4254 6.9668 -0.174 0.1839 -0.0003
Si 9.5008 4.1409 6.7054 0.0322 0.1288 -0.0033
Si 6.7164 6.7259 6.9793 0.0631 -0.1708 0.0433
Si 9.4652 9.5002 6.8851 -0.0331 0.1003 -0.0794
Si 0.0227 2.682 7.8503 0.4839 0.1653 0.192
Si 2.6629 -0.2187 7.9614 -0.2383 0.0831 0.1972
Si -0.076 8.1041 8.2151 -0.2144 0.0527 0.1212
Si 2.5254 5.8453 7.9961 -0.3726 -0.1873 0.2479
Si 5.4296 2.5444 8.6739 0.7311 0.2394 -0.0518
Si 8.1433 0.0399 8.2684 -0.0975 0.0388 0.1371
Si 5.2957 7.9886 8.4708 0.3243 -0.0507 0.6484
Si 8.2297 5.4054 8.3098 -0.0817 -0.114 -0.1965
Si 1.0719 4.9593 9.643 0.1299 -0.3301 -0.2568
Si 3.8231 0.9856 9.5424 -0.3295 -0.4286 0.1131
Si 1.5837 9.1095 9.5222 -0.3676 0.4455 0.4188
Si 3.5357 6.9531 9.7754 0.882 -0.3224 -0.3965
Si 7.2795 3.7131 9.6692 -0.0094 -0.2551 0.2465
Si 9.5878 1.5839 9.3417 -0.1223 -0.0103 0.4733
Si 6.4673 10.2321 9.8296 -0.0162 -0.7596 0.4142
Si 9.9308 6.4637 9.6853 0.0754 -0.0415 0.0415
Si 0.5676 1.2117 16.1593 0.0772 -0.0428 -0.0168
Si 1.1215 0.7351 11.1639 -0.0283 0.1557 0.1637
Si 9.9932 7.3526 12.0068 -0.3283 0.0422 0.4328
Si 6.6731 -2.5408 18.2844 0.0536 -0.0736 -0.3128
Si 13.7501 4.8794 17.9995 -0.08 -0.2348 -0.3871
Si 7.4214 3.6226 12.626 -0.0011 0.0998 0.1497
Si -0.1774 4.813 18.1121 -0.1282 0.0883 -0.2285
Si 8.6691 9.4921 13.8951 0.0392 0.2736 0.2695
Si 15.6524 2.6606 13.269 -0.2316 -0.5945 0.7005
Si 14.2222 -6.1733 11.7045 -0.2224 0.079 0.0352
Si 14.0945 5.6603 13.7405 -0.024 0.0654 0.7922
Si -1.0572 0.2325 18.5825 0.5534 -0.0991 -0.5705
Si 11.6689 -0.3631 13.7882 -0.0388 0.2803 0.606
Si -1.3651 14.0625 15.8916 -0.0417 -0.2255 -0.0515
Si 6.9309 0.6986 12.5851 -0.1637 -0.2016 0.3926
Si 8.7764 -5.8058 13.7477 0.1736 0.1462 0.47
Si 12.4225 7.9255 12.2815 0.0315 0.1262 0.5372
Si 4.084 -3.5264 18.9256 -0.0338 -0.0788 -0.4679
Si 6.8468 -9.8715 18.3469 -0.2489 0.4672 -0.5465
Si 6.0354 5.1099 14.7139 -0.4225 0.2507 0.5859
Si 6.8787 3.6453 17.1739 -0.05 -0.0794 0.1148
Si 13.7227 3.3361 15.5709 -0.1332 -0.1739 0.1385
Si 7.8914 9.628 16.863 0.4998 0.2163 -0.5244
Si 8.23 5.8877 18.6488 0.1272 -0.3477 -0.5813
O -2.3483 3.2085 0.032 0.49 0.1236 0.2967
O -0.2877 -11.2149 19.8954 -0.2985 0.2512 0.378
O -1.2353 6.0213 17.7985 -0.2669 -0.3143 0.4247
O 1.7973 2.5052 -0.384 0.1819 -0.184 0.55
O 7.1882 6.2413 23.3934 0.1843 -0.3042 0.2135
O -0.2803 4.5414 19.7064 -0.2867 0.2591 0.312
O 4.9792 6.4568 -1.3793 -0.5895 0.3328 0.1425
O 3.5179 3.8074 16.969 -0.2694 0.2866 0.0547
O 8.2993 -1.9068 15.4068 -0.0089 0.2616 0.1305
O 4.4009 2.2004 20.3398 -0.1338 -0.2799 0.347
O 14.4374 6.325 17.7996 0.1441 0.1159 0.3701
O 11.0497 0.9007 17.6969 -0.4301 -0.0942 0.1118
O 2.8434 8.0718 19.7263 0.4011 -0.2348 0.3878
N 8.4158 1.2012 19.1297 0.0151 -0.1562 0.7869
N 8.5736 6.2724 20.3038 0.0337 0.313 0.1503
O 7.0994 11.0827 16.9286 0.1431 -0.3146 0.5444
O 1.7935 4.6886 11.1126 0.2906 -0.0151 -0.2659
O 9.788 5.9911 12.8895 -0.1599 0.1213 -0.0017
O 7.8378 2.0427 12.5138 -0.2979 0.0948 -0.0661
O 11.9819 0.8929 12.7896 0.0134 -0.3237 -0.4818
O 0.9176 10.0502 10.7156 0.0871 0.1049 -0.3072
N 2.3354 7.909 10.6323 0.1217 0.3322 -0.0096
O 4.1789 5.7362 10.715 -0.3232 0.0002 -0.12
O -0.7648 -9.1155 15.3793 0.0791 0.2061 0.2895
O 12.0735 10.8338 15.3387 -0.2612 0.1306 -0.4214
O 6.999 4.2797 11.1846 0.028 -0.2514 -0.2106
O 8.5513 2.7055 9.9106 -0.1956 0.1136 -0.1376
O 15.4801 3.7785 8.0152 -0.0953 -0.1469 -0.0648
O 4.8734 10.6595 9.9901 0.3607 0.3481 -0.0301
O 6.3815 8.5994 9.621 -0.2112 0.5424 -0.4953
O 7.0996 10.6964 11.2415 -0.0689 0.2804 -0.1636
O -1.1067 4.3862 14.8467 -0.3458 0.0672 -0.0857
O 13.196 -3.927 13.3636 -0.1226 0.1149 -0.4613
O 5.7941 0.2675 19.374 -0.1707 0.1879 0.5993
O 5.3979 1.1882 12.9058 0.2983 0.3425 -0.3155
O 0.9436 3.4538 9.01 -0.5628 -0.0046 -0.1178
O 10.6487 1.4137 10.5958 -0.1213 -0.1159 -0.2358
N 6.0153 3.7621 13.6505 0.4151 -0.1954 -0.3464
O 24.3301 12.1476 10.6176 0.3238 -0.1121 -0.1846
O 3.0154 4.3023 19.5015 0.0112 -0.0002 0.1112
O 1.6552 2.3851 16.0593 0.0148 0.1511 -0.1026
O 0.3868 6.4332 21.3649 -0.0848 -0.0411 0.4087
O 10.0825 -11.4981 13.8356 -0.0786 -0.2299 -0.1289
O -0.6632 3.5047 17.3063 -0.0012 0.1675 -0.0439
O 7.4612 10.5604 13.7079 0.1468 -0.0251 -0.2856
O 12.1931 5.1539 17.6562 0.0735 -0.0789 0.1689
O 14.8633 -7.6613 11.9423 0.001 -0.0584 -0.4013
O 18.8084 3.0077 16.104 0.0997 0.1169 0.1489
O 13.2485 4.6795 14.7731 0.3761 0.2063 -0.2669
O 15.569 6.0204 14.427 -0.0465 -0.321 -0.1154
O 5.9607 4.6448 16.2911 0.2184 0.0775 -0.3973
O -1.7956 -2.3716 21.6953 -0.2138 -0.0747 0.1007
O 7.6459 -6.4943 18.4036 -0.0001 0.2094 -0.0676
O 9.3216 -0.9883 17.6307 -0.4153 0.1649 0.0791
O -4.7625 -8.479 17.8787 0.3838 -0.1835 0.1473
O 8.8333 8.3706 12.7091 0.4908 -0.3588 -0.2711
O 23.3935 9.2825 13.2088 0.0083 -0.3421 -0.4377
O 5.0506 -2.4206 18.2123 -0.0829 -0.4172 0.4182
O 7.2529 -2.2126 19.7814 -0.0518 -0.3044 0.227
O 18.3567 5.8743 14.4557 0.1527 -0.4123 -0.2095
O 14.7012 2.4894 14.5868 0.1746 0.29 -0.3724
O 7.1116 6.8115 17.9585 0.0708 0.1232 0.3067

Results
free energy: -38438.521 eV
free energy less fixed offsets of N -289.75, O -463.61, Si -117.95 eV per atom: -10.541 eV
pressure: -0.72 GPa
stress xx, yy, zz, yz, xz, xy (GPa, positive in tension): 1.06, -0.85, 1.95, 0.5, -1.32, -1.26

The program warned: the forces do not sum to zero within the program's tolerance.
